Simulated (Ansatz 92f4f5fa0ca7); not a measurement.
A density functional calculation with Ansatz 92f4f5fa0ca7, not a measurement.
Periodic cell of 177 atoms, Si107O70, from a study of silicon, its oxide and their interface. The atomic structure is a simulated model.

Settings: functional r2SCAN; potential files Ansatz norm-conserving; basis plane waves; wave-function cutoff 1300 eV; density cutoff ratio 4; exchange-correlation grid ratio 1; k mesh 2 x 2 x 1, shifted by 0.5 0.5 0.5 of a step; self-consistency stop 5e-08 eV per atom in the density residual; occupations Fermi-Dirac, 0.05 eV; spin none; net charge 0.

Cell vectors (angstrom)
a, 11.54, 0, 0
b, 0, 11.54, 0
c, 0, 0, 23.1258

Atoms and the computed forces on them: element, x, y, z (angstrom), force x, y, z (eV/angstrom)
Si, -0.2821, 0.6816, 0.0865, 0.4042, -0.7037, -0.8713
Si, -0.1903, 3.8877, 0.3042, 2.4578, 0.7105, -1.151
Si, 0.1374, 6.9189, -0.0757, 1.0678, -1.474, -1.6443
Si, 3.3815, 0.6448, -0.5185, -0.5996, -0.4496, 0.094
Si, 3.7031, 3.7083, 0.2585, -0.6836, -1.0658, -1.2228
Si, 4.0959, 6.7297, 0.1242, 2.4962, 1.5189, -1.9673
Si, 7.9249, 0.7458, 0.0642, -2.0402, -2.6405, -3.7167
Si, 7.8866, 3.5699, 0.4888, -1.8373, 0.7986, -4.2781
Si, 7.5996, 6.4692, 0.0655, 0.4983, -0.172, -1.1443
Si, 1.7831, 0.049, 1.241, 0.1759, 1.3166, -0.4045
Si, 1.755, 3.7867, 1.5871, 0.9475, 0.375, -0.0674
Si, 2.1688, 7.423, 1.0647, -1.9664, 1.6564, -0.2591
Si, 5.9252, -0.0627, 1.0525, 1.1834, 1.832, -0.1714
Si, 5.7018, 3.761, 1.6014, 0.862, -1.2249, -0.2667
Si, 5.6968, 7.3143, 1.8543, 0.9228, -1.9373, -2.3097
Si, 9.3566, 0.1716, 1.5346, 2.9753, 0.5433, 1.1983
Si, 9.6542, 3.9684, 1.7381, -0.4587, -1.484, 1.2404
Si, 9.7199, 7.3369, 0.98, -2.4672, 0.6096, 1.7983
Si, 1.9953, 1.8815, 2.8679, -1.2568, -0.5897, -0.4327
Si, 2.0911, 5.8789, 2.6823, -0.8, -1.6826, 0.9351
Si, 1.8045, 9.4988, 2.4494, -0.0591, -0.0586, -1.4424
Si, 5.8626, 1.7173, 2.8549, -1.7154, -0.0779, -1.0208
Si, 5.8032, 5.4632, 3.2183, 0.0059, 0.5321, -0.3063
Si, 5.7574, 9.548, 2.1599, 0.0934, -0.0777, 2.8415
Si, 9.4484, 2.0352, 3.1103, 1.832, -0.6383, -0.7139
Si, 9.4978, 5.8839, 2.8712, -0.3795, 0.979, -0.6945
Si, 9.4443, 9.5119, 2.4251, 0.2669, -0.1748, 0.2163
Si, 0.0307, 1.9061, 4.2742, -0.3527, 0.1838, 0.7314
Si, -0.0239, 5.8034, 3.8417, 1.3087, 0.4829, 2.0252
Si, -0.107, 9.6314, 3.7971, -0.3807, -0.3574, 0.6752
Si, 3.8739, 1.7997, 4.1613, 0.0746, 0.204, -0.0945
Si, 3.7904, 5.7237, 4.2703, -0.1811, 0.1202, 0.3124
Si, 3.7746, 9.5778, 3.562, 1.095, 0.6402, 2.2998
Si, 7.5163, 2.0184, 4.325, 1.2575, -0.8283, 0.9286
Si, 7.7744, 5.8473, 4.4298, -0.0149, -2.1918, -0.568
Si, 7.5485, 9.8495, 4.0164, -0.1498, -0.6503, -1.8062
Si, -0.1058, -0.1866, 5.4948, -0.0125, 0.6517, 0.2447
Si, -0.0581, 4.0848, 5.5491, 0.6731, -1.1085, -0.3729
Si, -0.0022, 7.7496, 5.276, 0.8947, -0.0586, 0.4202
Si, 3.5689, -0.0427, 5.457, 1.4735, -1.3679, 0.5785
Si, 3.7641, 3.7255, 5.4645, -1.0685, 0.7057, -0.1741
Si, 4.0501, 7.8429, 5.3283, -1.6593, -0.0914, -1.0932
Si, 7.6761, 0.0233, 5.6261, -1.0582, 0.2013, 0.4227
Si, 7.8833, 3.7726, 5.7509, -0.9613, 1.9215, 0.4633
Si, 7.683, 7.9027, 5.2494, -0.0027, 0.531, 1.9357
Si, 1.7442, -0.2616, 7.0075, 0.1612, 2.1704, -1.4416
Si, 1.9226, 4.0053, 6.909, -0.0576, -0.0204, 0.2041
Si, 2.2009, 7.8988, 6.8185, -1.2617, 0.4325, -0.3321
Si, 5.6745, 0.0649, 7.071, -0.7759, -0.2377, -1.8284
Si, 5.6216, 3.9427, 6.6877, 1.6611, 0.253, 2.165
Si, 5.8045, 7.6309, 6.6888, 0.1708, 1.1476, 1.2652
Si, 9.5391, -0.1803, 7.0396, 0.854, 1.556, -1.2253
Si, 9.7827, 3.8954, 7.2116, -0.2748, -0.0619, -1.3132
Si, 9.6135, 7.8262, 6.6486, -0.061, 0.1939, 1.1253
Si, 1.939, 1.9682, 8.1202, -0.2673, -0.9837, 1.5292
Si, 2.178, 6.0797, 8.2794, -1.7555, -1.1487, -2.5914
Si, 1.9101, 9.6529, 8.5453, 2.5291, -0.6344, -1.1793
Si, 5.6925, 2.1448, 8.2414, 1.3317, -0.4383, -0.9042
Si, 5.5048, 5.9579, 8.3549, 1.8868, -0.6263, -2.2994
Si, 5.5102, 9.5367, 8.1796, 2.0727, 0.437, -0.2605
Si, 9.6623, 1.8772, 8.3454, 0.2542, -0.4372, 0.0933
Si, 9.5978, 5.9836, 8.2346, 1.3987, 0.811, -0.5657
Si, 9.6484, 9.6209, 8.4704, 0.3854, -1.4403, -1.2007
Si, 0.0085, 1.7993, 9.7289, 1.1672, 1.7038, -1.3434
Si, 0.2865, 6.1107, 9.5729, -2.8502, -2.3817, 1.6161
Si, 0.0891, 9.5453, 9.7269, -0.915, -0.615, 1.3054
Si, 3.967, 1.9659, 9.6547, -2.082, 1.379, -0.8335
Si, 3.7583, 6.0133, 9.7267, 0.1307, 1.6643, 3.4078
Si, 4.0096, 9.892, 9.8821, -1.7214, -1.1239, 0.5297
Si, 7.7048, 2.0726, 9.5594, -1.5998, 0.0531, 1.52
Si, 7.6164, 5.8621, 9.3355, -0.6057, 0.2035, 3.8708
Si, 7.6366, 9.725, 9.4681, -2.2243, -2.1672, -0.7295
Si, 0.0982, -0.0235, 10.8794, 0.525, -0.7759, 1.6878
Si, -0.2626, 3.4806, 11.3812, -2.8825, -1.2958, -4.8141
Si, 0.7956, 8.245, 11.606, 1.8494, -0.8606, -2.8504
Si, 4.7235, 0.2714, 11.0176, 1.0572, 1.0444, 0.6182
Si, 3.8641, 4.0943, 10.9736, -0.5384, -2.9422, -2.034
Si, 3.3036, 8.128, 11.3548, 1.4581, 0.3607, 1.2277
Si, 7.0519, -0.0757, 10.6554, -0.0201, 2.6039, 0.7797
Si, 6.9662, 4.2085, 11.0264, -0.6849, -2.3901, -1.2252
Si, 7.7676, 8.2372, 11.2967, -1.4705, 0.9923, 0.4722
Si, -2.4556, 4.2254, 13.0652, -0.5143, -0.6425, 2.2493
Si, -1.501, 6.0392, 14.5348, -0.4468, -0.1471, -1.7813
Si, -0.7957, 8.849, 14.37, -3.9882, -1.0345, -5.3009
Si, 4.6407, -0.0551, 14.0191, -2.1691, 2.4973, -0.8364
Si, 0.3826, 3.8889, 17.8346, 0.0444, 3.9123, -1.974
Si, 1.2862, 5.2544, 15.3146, -0.628, 0.3353, -0.9235
Si, 9.1227, -0.9349, 12.5246, -0.4513, -2.0055, -3.1998
Si, 5.6568, -2.9014, 13.7321, -1.8851, -1.9928, -0.8096
Si, 12.2798, 10.3033, 16.1481, 3.2962, 3.9607, 2.0024
Si, 1.6136, 0.2495, 13.6908, 3.0821, 0.323, -1.2442
Si, -1.6801, 5.6525, 17.5172, 1.5616, 1.4756, -0.7136
Si, 1.2882, 6.5476, 17.7792, 2.0871, 0.5664, -0.0583
Si, 7.0123, 5.8719, 18.6394, -4.5131, 1.725, 0.8418
Si, 2.0647, 3.1763, 13.3217, -1.6056, 2.1946, -0.3746
Si, 6.0559, 8.0166, 16.7032, -1.0429, -0.2173, -0.1735
Si, 2.3234, -0.8031, 20.0149, 1.5174, 0.5771, 1.0017
Si, 8.4386, 2.6316, 15.6689, -1.0474, -2.3946, 3.2149
Si, 11.1767, 9.4811, 21.063, 2.5341, 0.5673, 1.1863
Si, 6.0043, 0.9169, 16.3246, -1.0816, 2.4647, 1.2939
Si, -4.5612, 3.0843, 17.962, 0.9945, -0.7814, 4.703
Si, 3.0586, 9.0031, 17.762, 1.6028, -1.1507, 0.2718
Si, 0.5227, 0.9009, 18.5892, -3.5929, 1.3708, -4.6721
Si, 6.3969, 7.4876, 21.4078, 1.3757, -0.3377, 0.4635
Si, -2.3625, 1.04, 17.9827, 1.152, 1.9547, 1.6351
Si, 7.3511, 10.3054, 17.8653, 0.4837, 0.4574, 0.5156
Si, 8.1484, 10.0307, 20.837, -0.1618, 2.6687, -1.9656
O, -1.0508, 1.0862, -4.1489, 0.5639, -1.1043, 0.8786
O, -0.2759, -0.6151, -1.1872, -0.3965, 0.5158, 1.0376
O, -0.2376, 2.4197, -0.4082, -0.2768, -2.9492, -0.2726
O, 0.2644, 5.2362, -0.6682, -1.4626, 1.004, 1.5388
O, -0.3196, 6.6697, -5.3178, -2.3216, 0.7405, -1.3716
O, 1.8641, 12.1226, -3.8659, 1.4424, -0.395, 2.7233
O, 3.9855, 5.2149, -0.4619, -0.576, -1.5306, 0.2842
O, 3.3667, 2.2565, -0.8696, 0.8146, 1.5098, 1.5815
O, 3.1191, -0.4545, -1.7181, -1.1018, 0.8319, -1.0075
O, 0.6836, 2.4148, -5.2319, 1.6494, -4.1889, 1.7884
O, 6.5144, 6.7687, -3.1777, 0.9217, 0.0166, -0.0079
O, 4.8192, 7.4882, -1.2674, -0.3841, 0.2107, 1.0445
O, 7.7902, 2.1689, -0.6511, 0.2533, 3.7661, 2.6854
O, 6.0867, -0.5255, -6.0316, 0.7613, 1.5663, -0.4157
O, 4.8824, 0.1744, -0.1426, -0.3713, 0.2834, 0.1662
O, 8.1649, 4.9374, -0.632, -1.6164, -0.2559, 2.5788
O, 7.1034, 10.1908, -3.6544, 1.9445, 0.2767, -0.1712
O, 7.2935, 8.9298, -1.6101, -2.1549, -2.6969, 1.5232
O, -2.3983, -2.53, 11.5495, 1.2322, 2.4802, 3.0856
O, -1.451, -0.1234, 11.4512, -0.2409, -0.0143, 2.1859
O, -6.1987, 3.8441, 11.4335, 4.3119, 1.4656, 0.2123
O, -3.9736, 4.2933, 12.5253, -0.3971, 0.898, 0.3956
O, -0.3205, 4.5796, 10.1696, 1.2418, 1.7227, -0.3712
O, -0.2445, 9.1893, 15.7605, -0.8354, -2.1714, 1.4144
O, 1.2809, 0.1671, 12.1232, -1.8375, -0.8796, -1.2217
O, 9.7189, -1.3517, 13.9708, 0.693, -0.6163, -0.6502
O, 9.6861, 3.3364, 11.8577, 2.216, 0.5914, 0.1407
O, 3.0752, 3.2577, 12.1006, -0.2374, 0.1594, 1.0957
O, 4.1965, 8.209, 12.8606, 0.8635, 0.3569, -0.0041
O, -3.5552, 6.7061, 10.9567, -0.3402, -1.2807, -2.0172
O, 0.5714, -4.848, 11.1029, -0.5302, 0.2709, -0.2277
O, 4.9486, 0.9393, 12.6097, -1.1128, -3.101, 1.2627
O, 9.5995, 7.6145, 14.4557, 1.5048, 0.9317, -0.3697
O, -3.933, 3.6623, 16.6482, 1.3869, 0.8563, -1.7117
O, 7.5944, 11.2444, 12.2605, 2.1195, -0.6005, 0.6592
O, 19.5915, 1.8941, 18.772, -1.3458, 1.9943, -1.1914
O, 0.6752, -0.2382, 14.8141, -1.2605, -2.3426, 2.2997
O, 0.2614, -2.9789, 13.0296, -2.1433, 1.3428, 4.3922
O, 0.6769, 3.6516, 12.5556, 1.5207, 0.3767, 2.7737
O, -2.0038, 1.916, 16.6757, -0.0248, 0.2235, -1.4876
O, 0.1115, 6.146, 14.4043, 1.7465, -1.6765, 1.3249
O, -2.7412, 11.0714, 17.642, -1.1881, -0.7965, -0.2042
O, 5.5491, -1.3613, 14.2582, 0.0024, 0.152, -0.5298
O, 3.0568, -0.5224, 13.8873, 0.4153, 0.5278, -0.2881
O, -1.1324, 4.377, 18.2616, 1.1921, -2.3163, 0.1264
O, -2.0681, 5.4709, 15.9193, 0.6499, 0.3786, 1.9286
O, 0.4631, 4.0732, 16.1323, 0.6616, 1.8751, 0.7554
O, 1.7056, 1.815, 14.0328, 1.0994, 0.6776, 0.112
O, 8.5182, -5.5634, 18.266, 0.8835, 1.0535, 0.4651
O, 12.985, 5.0598, 18.4179, -0.3629, -1.6259, 0.0786
O, 6.4504, 4.3609, 18.9093, 1.5982, -0.9913, -1.2256
O, 9.0535, 3.1324, 14.3791, 1.0187, 1.8372, -3.3019
O, 11.938, 11.2416, 17.4291, -0.0891, -0.1064, -0.5121
O, 6.8088, 8.3357, 12.6678, 0.8837, 0.2661, -0.9829
O, -0.0999, -3.5858, 21.7944, -0.0981, 2.1389, -1.1127
O, 1.1319, -1.8249, 20.1865, -4.0934, -1.082, 1.1531
O, 2.1708, 9.5713, 16.5129, -0.1974, 0.4889, -0.0093
O, 2.297, 4.4383, 14.3084, -0.05, 0.6189, 0.9464
O, 8.1405, 11.491, 21.6612, 0.4565, -2.4391, 0.1111
O, 2.0242, -5.106, 16.249, -1.878, -1.5162, 0.0158
O, 7.3104, 1.4429, 15.407, -1.3832, -0.8787, 0.8213
O, 2.1701, 7.7667, 18.4771, -0.3523, -0.6715, -1.4583
O, 9.6803, -2.1561, 20.4153, -0.6886, 1.1381, 0.4687
O, 6.0806, 6.5998, 17.4595, 1.6607, -1.0475, 0.4287
O, 3.3335, 10.0127, 19.0141, 0.2397, -0.2376, -1.1388
O, 4.6026, 0.9596, 15.3777, 2.7051, -1.4641, -0.4297
O, 5.9829, -3.8207, 15.0756, -0.4803, 1.3306, -0.2614
O, 4.6074, 8.6168, 17.2488, -0.9536, 0.422, -0.1921
O, 7.4447, 8.9189, 17.0456, -1.7236, -1.4456, -0.0098
O, 5.8399, 13.6247, 17.6462, -2.4517, -3.0655, -3.2973

Results
free energy: -45068.154 eV
free energy less fixed offsets of O -463.61, Si -117.95 eV per atom: 5.196 eV
pressure: -2.24 GPa
stress xx, yy, zz, yz, xz, xy (GPa, positive in tension): 0.89, 2.64, 3.2, 2.25, -0.1, 0.3
